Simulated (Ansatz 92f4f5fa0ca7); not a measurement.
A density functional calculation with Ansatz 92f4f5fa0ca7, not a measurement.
Periodic cell of 234 atoms, Si134O100, from a study of silicon, its oxide and their interface. The atomic structure is a simulated model.

Settings
functional: PBE
potential files: Ansatz PAW
basis: plane waves
wave-function cutoff: 700 eV
density cutoff ratio: 5
exchange-correlation grid ratio: 2
k mesh: 2 x 2 x 1, shifted by 0.5 0.5 0.5 of a step
self-consistency stop: 5e-08 eV per atom in the density residual
occupations: Fermi-Dirac, 0.05 eV
spin: none
net charge: 0

Cell vectors (angstrom)
a  11.5983  0  0
b  0  15.4644  0
c  2.339  -7.4929  22.6328

Atoms: element, x, y, z (angstrom)
Si  0.7939  4.528  -0.0915
Si  1.2111  7.6836  0.2626
Si  0.8272  12.1286  0.1651
Si  0.8187  15.2439  0.3219
Si  4.6213  4.2805  0.0084
Si  4.7115  7.47  0.2183
Si  4.8015  12.1396  0.2424
Si  4.7616  15.2538  0.527
Si  8.492  4.2201  0.4465
Si  8.9808  7.2578  0.2436
Si  8.6611  11.9624  0.3396
Si  8.5412  15.1185  0.0525
Si  2.7  3.9919  1.3596
Si  2.9679  7.7318  1.7721
Si  2.7643  11.638  1.4522
Si  2.7182  15.633  1.6354
Si  6.4649  3.8636  1.5297
Si  6.7594  7.8374  1.4029
Si  6.7316  11.6925  1.6102
Si  6.7863  15.5599  1.6384
Si  10.6214  3.9068  1.4498
Si  10.8067  7.9437  1.5412
Si  10.6031  11.7682  1.6112
Si  10.4558  15.5064  1.5402
Si  2.8145  5.7633  2.9728
Si  2.8598  9.7778  2.9101
Si  2.7815  13.5907  2.9154
Si  2.7476  17.5946  2.8656
Si  6.6593  5.8793  2.8345
Si  6.7292  9.739  2.8698
Si  6.7104  13.6153  3.0033
Si  6.6621  17.4828  2.956
Si  10.6496  5.872  2.8479
Si  10.6523  9.8372  2.9281
Si  10.5418  13.6404  3.0256
Si  10.5869  17.4584  2.857
Si  0.9095  5.8458  4.3714
Si  0.9588  9.8117  4.3201
Si  0.9016  13.6064  4.4057
Si  0.8768  17.4849  4.2827
Si  4.7549  5.8151  4.3034
Si  4.7953  9.839  4.2405
Si  4.7136  13.6302  4.3567
Si  4.6783  17.4906  4.2432
Si  8.6691  5.8665  4.2231
Si  8.6857  9.792  4.2305
Si  8.6397  13.6036  4.4234
Si  8.6549  17.5428  4.2239
Si  0.8782  3.8978  5.7253
Si  0.9537  7.8504  5.6369
Si  0.9497  11.6781  5.824
Si  0.9161  15.5742  5.7158
Si  4.7454  3.8854  5.6795
Si  4.7536  7.8559  5.4679
Si  4.7621  11.7111  5.7517
Si  4.6512  15.6028  5.6722
Si  8.6437  3.9515  5.6551
Si  8.7102  7.84  5.5398
Si  8.6865  11.6512  5.756
Si  8.6704  15.6388  5.6231
Si  2.8214  3.8581  7.0807
Si  2.9304  7.902  6.9433
Si  2.8854  11.6706  7.2463
Si  2.7838  15.5021  7.1903
Si  6.6927  3.9725  7.0089
Si  6.6933  7.8591  6.7445
Si  6.7244  11.7272  7.0674
Si  6.6785  15.7187  6.8766
Si  10.549  3.9027  7.0745
Si  10.6079  7.8373  6.9895
Si  10.6046  11.6559  7.1883
Si  10.5748  15.5899  7.0814
Si  2.8548  5.933  8.1605
Si  3.0383  9.6759  8.5563
Si  2.7596  13.5628  8.7267
Si  2.7981  1.9608  8.6223
Si  6.6375  6.0166  8.136
Si  6.7594  9.6441  8.2216
Si  6.6782  13.8434  8.1902
Si  6.7168  2.0763  8.4113
Si  10.5029  5.8733  8.3194
Si  10.724  9.6839  8.5243
Si  10.5747  13.6638  8.4832
Si  10.5621  2.0109  8.5318
Si  0.9397  6.0611  9.4575
Si  1.1213  9.1164  9.8156
Si  0.6862  13.803  10.1484
Si  0.8062  1.5199  10.0083
Si  4.7415  6.2023  9.5309
Si  5.1052  9.2669  9.8847
Si  4.8914  14.0876  9.6953
Si  4.8653  1.7311  9.8322
Si  8.4756  6.2656  9.5238
Si  8.6415  9.3016  9.5545
Si  8.5564  14.2466  9.5532
Si  8.6028  1.8793  9.8639
Si  2.1334  11.7587  19.5497
Si  3.9576  9.6649  14.7709
Si  6.6088  0.3084  18.2222
Si  1.364  3.8691  11.8219
Si  3.8111  3.8202  19.942
Si  0.0261  13.1926  15.6656
Si  6.3699  12.7658  17.7155
Si  10.0372  2.5699  15.5833
Si  7.0438  1.8493  15.5737
Si  8.5042  4.289  11.8918
Si  6.6917  14.5683  14.2743
Si  7.4256  8.2646  18.408
Si  5.6778  7.2501  16.0452
Si  -0.0089  12.0593  12.8955
Si  7.1969  10.3433  11.9747
Si  8.6503  12.6656  15.9666
Si  13.211  2.3775  18.5178
Si  -0.6692  4.1249  17.8858
Si  10.868  4.9278  13.5824
Si  6.911  -2.2533  11.736
Si  11.2714  -2.0413  20.4668
Si  4.4742  3.9412  11.8556
Si  6.1064  10.7538  19.9614
Si  3.3132  9.2055  20.1505
Si  10.9151  2.6364  20.3787
Si  2.4387  11.6551  16.51
Si  3.5173  6.5698  18.3068
Si  5.368  1.5035  20.7581
Si  10.1155  7.7545  19.759
Si  13.1996  9.5997  12.9179
Si  -0.3846  7.9071  14.6895
Si  6.3441  4.6043  14.2439
Si  9.2385  10.2342  14.0003
Si  9.6839  0.1312  19.1165
Si  7.672  6.4467  20.5597
Si  4.7419  12.3902  15.1677
Si  11.8427  0.5267  16.7636
Si  12.0273  6.9053  17.5314
O  2.9433  8.7136  21.6432
O  0.8431  11.8936  16.2467
O  10.5787  0.4386  17.7873
O  1.0025  6.148  -0.2538
O  0.5877  11.4114  -1.3202
O  0.8514  3.5593  17.6726
O  0.9917  13.7168  -0.2924
O  8.7391  13.4932  -0.3266
O  4.5528  3.2055  -1.2876
O  10.0653  -1.3804  19.5925
O  5.3205  13.6996  14.4331
O  4.9088  12.5055  -1.4175
O  6.3983  0.6542  14.6703
O  10.9217  3.2025  21.8904
O  4.9442  15.2387  -1.1242
O  9.0503  8.4608  18.6851
O  2.9494  12.152  20.9119
O  10.6983  -3.2383  21.4216
O  12.377  -2.7824  19.5112
O  4.6935  5.9063  -0.4631
O  9.277  6.4114  20.2185
O  8.2401  15.9094  -1.423
O  6.9138  6.8858  19.1642
O  0.9165  7.519  10.2447
O  9.9772  8.9712  14.7414
O  0.6753  2.4482  11.3849
O  9.8347  3.2705  17.0416
O  13.0292  9.7387  11.3146
O  10.2903  3.7787  14.5584
O  11.5112  7.6239  18.9045
O  4.6873  5.1277  10.7704
O  4.8127  7.6778  10.2853
O  -0.1124  13.2223  14.0392
O  14.6824  9.212  13.4731
O  2.8171  11.9963  18.0679
O  5.4676  13.1596  10.956
O  5.1599  2.5898  11.2394
O  -0.6088  5.6475  17.3355
O  -0.8555  6.4  14.2715
O  7.9549  5.2423  10.707
O  6.236  6.026  15.0821
O  8.6195  7.7679  10.2494
O  8.2315  13.1955  10.7821
O  6.9857  -3.628  12.5859
O  8.5333  2.7524  11.3016
O  4.8354  15.6151  10.3688
O  6.4371  3.3359  15.2849
O  7.0733  14.5161  12.7039
O  7.9407  12.4376  17.4163
O  1.2335  11.116  13.4059
O  9.9202  1.3473  20.1957
O  4.5662  6.6173  17.0589
O  0.2823  12.7864  11.4405
O  0.7411  15.4066  10.6141
O  8.6936  11.2622  15.1486
O  2.9219  3.5874  12.0859
O  3.1985  12.7468  15.5532
O  5.9455  12.169  19.1523
O  8.6456  1.8028  15.251
O  11.889  7.8249  16.1856
O  12.4031  2.1327  19.9134
O  13.5802  6.4322  17.7272
O  2.9692  10.1494  16.0348
O  2.043  10.1092  19.6149
O  8.102  0.0908  18.8027
O  8.3119  10.3527  10.7803
O  11.8201  -0.7517  21.3416
O  14.7256  2.816  18.841
O  10.4909  3.915  19.4358
O  6.9265  7.981  16.8557
O  7.8807  13.8742  15.1682
O  7.6492  4.5148  13.2697
O  7.9493  9.5662  13.2245
O  -1.3484  11.0832  12.9951
O  5.5319  0.6799  19.3643
O  8.625  0.2743  10.3205
O  3.6051  7.9532  19.1509
O  0.7984  4.5338  13.2072
O  4.9275  8.4173  15.1735
O  1.1386  4.9123  10.6049
O  3.9338  5.2916  19.2382
O  5.0354  4.4052  13.3125
O  10.0033  4.8502  12.2101
O  6.8305  9.6734  18.9719
O  4.8138  10.9916  14.319
O  1.6474  8.5636  -1.0891
O  0.7192  -0.8835  16.1389
O  5.7726  9.8035  11.3498
O  12.2392  8.442  13.5535
O  5.5236  12.0303  16.5471
O  11.3067  1.5344  15.5785
O  8.6196  5.8024  0.9325
O  13.1779  1.0616  17.5524
O  5.2292  3.0946  20.3559
O  4.7276  13.6495  0.9189
O  4.6614  10.1016  20.2842
O  6.0874  -1.0972  17.5781
O  4.3302  8.6382  -0.9383
O  10.1454  13.1558  16.322
O  6.6818  1.5099  17.1231

Results
free energy: -142071.068 eV
free energy less fixed offsets of O -569.03, Si -635.61 eV per atom: 3.672 eV

Forces (eV/angstrom), in the order of the atoms: element, x, y, z
Si  -0.0306  -0.1616  -0.2368
Si  0.0305  0.2148  -0.0046
Si  -0.0082  -0.1031  -0.3758
Si  0.0089  0.107  -0.2948
Si  0.0387  -0.1562  -0.011
Si  0.0498  0.0216  -0.1548
Si  -0.0589  0.2988  0.09
Si  0.1034  -0.1493  0.0503
Si  0.1494  -0.1912  0.1379
Si  -0.4806  0.0688  0.1421
Si  -0.0488  -0.1852  0.007
Si  -0.0064  0.1075  -0.1949
Si  -0.0912  0.1617  -0.2271
Si  -0.007  0.0128  -0.1512
Si  0.0397  -0.0167  -0.338
Si  0.0414  -0.066  -0.1596
Si  -0.0367  0.1543  -0.2729
Si  0.1721  -0.0486  -0.5402
Si  -0.0619  0.0885  -0.3631
Si  0.0319  0.0481  -0.2242
Si  0.0671  -0.0934  -0.314
Si  0.2198  -0.0644  -0.168
Si  0.0271  0.1056  -0.1398
Si  -0.1118  -0.1816  -0.1758
Si  -0.1405  -0.1339  0.1228
Si  0.0459  0.1609  -0.0749
Si  0.0897  0.0007  0.3281
Si  0.0347  0.0744  -0.1337
Si  0.0505  -0.1002  0.3635
Si  0.0521  -0.0418  -0.1121
Si  -0.0821  -0.0739  0.4919
Si  0.062  -0.0479  -0.0588
Si  0.1115  0.0918  0.3675
Si  -0.0317  -0.0422  -0.0918
Si  -0.0623  0.0393  0.1869
Si  0.0623  0.1954  -0.1849
Si  -0.0523  -0.0766  -0.3032
Si  -0.0595  -0.0406  0.171
Si  0.0891  -0.0129  -0.2245
Si  -0.0061  -0.0353  0.2379
Si  0.1359  0.0107  -0.3641
Si  -0.0612  0.107  0.0417
Si  0.0297  0.012  -0.2932
Si  -0.0707  -0.0996  0.0635
Si  -0.0474  0.0535  -0.2899
Si  -0.0593  0.0137  0.1557
Si  -0.0784  0.0588  -0.3183
Si  0.0201  0.1103  0.075
Si  -0.0079  0.0887  -0.1249
Si  -0.063  0.0511  0.032
Si  -0.0041  0.0537  -0.1413
Si  0.0124  0.0571  0.0487
Si  0.0429  0.0993  0.0429
Si  -0.138  -0.0696  0.057
Si  0.0605  -0.012  -0.1125
Si  -0.0278  -0.0875  -0.0007
Si  0.0683  0.0104  -0.0688
Si  0.0541  -0.0589  -0.019
Si  -0.0113  -0.0051  -0.123
Si  0.0091  -0.1661  0.0995
Si  -0.006  -0.2522  0.0805
Si  0.0959  0.1224  -0.1774
Si  -0.0898  -0.0257  0.1039
Si  0.0522  0.039  0.2071
Si  0.0142  -0.1673  -0.0998
Si  -0.0344  0.0501  -0.26
Si  -0.0074  -0.0119  0.0839
Si  0.0122  0.2569  -0.2796
Si  -0.0114  -0.1128  0.0163
Si  -0.0203  0.0678  -0.0507
Si  -0.0216  -0.0477  0.04
Si  -0.068  0.0532  -0.1472
Si  0.1138  -0.0615  0.1755
Si  0.1093  -0.0217  0.2113
Si  0.0366  0.1808  0.1277
Si  -0.0654  0.0371  0.2197
Si  -0.1056  0.0039  0.1394
Si  -0.062  0.1511  0.1269
Si  0.0575  -0.1133  -0.0786
Si  0.0376  0.027  0.141
Si  -0.0333  0.1156  0.2324
Si  -0.0466  -0.1441  0.1384
Si  -0.0959  0.0731  0.0656
Si  0.1008  0.0012  0.2002
Si  -0.1002  -0.0729  0.4863
Si  -0.1203  -0.1353  0.4424
Si  -0.1214  -0.081  -0.0585
Si  0.0294  0.0293  0.1014
Si  -0.0383  -0.1868  0.435
Si  0.3269  -0.246  0.3945
Si  0.1072  0.0018  0.431
Si  -0.0591  -0.1249  0.3757
Si  0.0975  0.1428  0.3488
Si  0.1595  0.0143  0.4099
Si  -0.0572  -0.1167  0.3713
Si  -0.0516  -0.1821  0.2966
Si  0.0837  -0.1444  -0.3405
Si  0.0561  -0.0168  0.3154
Si  0.0676  0.0116  -0.4558
Si  -0.1155  0.2347  0.1412
Si  0.0409  0.1544  -0.4645
Si  -0.0462  0.0173  0.1697
Si  0.0768  0.0746  -0.2884
Si  -0.1161  -0.0893  0.0553
Si  -0.0277  0.0089  0.0593
Si  0.1367  0.062  0.3207
Si  0.0058  0.0039  0.4173
Si  -0.0252  -0.0091  -0.4304
Si  0.0543  -0.0365  -0.0152
Si  -0.0695  -0.0045  0.4571
Si  0.0771  -0.235  0.1988
Si  0.0114  -0.0129  -0.0081
Si  -0.0534  -0.0123  -0.4996
Si  0.0071  0.0885  -0.4051
Si  -0.1503  0.1912  0.511
Si  0.0427  0.2042  0.2884
Si  -0.1417  -0.0417  -0.5295
Si  0.07  0.1658  0.1179
Si  0.0689  0.0368  -0.554
Si  -0.0193  -0.2312  -0.3914
Si  0.0537  0.2261  -0.5201
Si  -0.0042  0.0104  -0.1972
Si  -0.0966  -0.0844  -0.3627
Si  -0.206  -0.2095  -0.3076
Si  -0.0189  0.0823  -0.6282
Si  -0.082  -0.2224  0.567
Si  -0.1206  -0.0509  0.1797
Si  0.0297  0.0463  0.6047
Si  0.0435  -0.082  0.4266
Si  -0.0867  0.0269  -0.6192
Si  -0.1233  0.1958  -0.5904
Si  0.1156  0.1639  0.0699
Si  0.0448  0.0529  -0.1997
Si  0.0287  -0.0774  -0.3128
O  -0.0195  -0.0274  0.271
O  0.0027  -0.0108  0.0041
O  -0.1288  -0.0584  0.3114
O  -0.1347  -0.1909  0.0534
O  -0.0186  0.0598  0.4147
O  0.0129  -0.0913  0.2095
O  -0.0661  -0.021  0.3745
O  -0.155  0.1085  0.1746
O  0.0935  0.2869  0.4359
O  0.1292  -0.1314  0.2471
O  0.0444  -0.0352  -0.1303
O  -0.0407  -0.2664  0.6428
O  0.0251  -0.0932  -0.1295
O  0.05  0.0842  0.1946
O  -0.0224  0.0596  0.4051
O  0.1477  -0.0465  0.2821
O  0.1282  0.0383  0.5774
O  -0.0094  -0.0684  0.4022
O  -0.101  0.1235  0.2335
O  0.0702  0.0657  0.2835
O  -0.0068  -0.1145  0.1273
O  0.199  -0.1695  0.5448
O  0.1237  -0.1677  0.3652
O  0.0924  0.2367  -0.5078
O  0.002  0.133  -0.1281
O  0.0206  -0.1092  -0.1525
O  0.0977  0.0816  0.1518
O  -0.0208  -0.0024  -0.4581
O  0.08  0.0774  -0.1884
O  -0.1969  0.0443  0.37
O  0.0352  0.0666  -0.0733
O  -0.0117  0.113  -0.4305
O  0.0198  -0.0973  -0.2205
O  -0.0773  0.0366  -0.2863
O  -0.1029  -0.0292  0.3891
O  -0.1498  0.1189  -0.191
O  -0.0538  -0.0863  -0.3196
O  0.0137  -0.0281  0.1919
O  0.0281  -0.1783  -0.1775
O  -0.0508  0.07  -0.1913
O  0.0363  -0.1317  -0.1413
O  -0.0539  0.0196  -0.6497
O  0.0345  0.1225  -0.1276
O  -0.023  0.0228  -0.0259
O  0.0178  -0.0451  -0.3384
O  -0.0155  0.0237  -0.555
O  -0.0098  0.0955  -0.1684
O  -0.0516  -0.2153  -0.3323
O  -0.085  0.0374  0.0538
O  0.0255  0.0442  -0.1756
O  0.0066  0.0371  0.366
O  -0.0672  0.0034  0.1631
O  0.1594  0.2891  -0.3761
O  0.0878  0.1718  -0.3357
O  0.0206  -0.0496  -0.173
O  -0.0155  0.0065  -0.0497
O  0.0077  -0.1395  0.0199
O  -0.0587  -0.1551  0.3189
O  0.0503  -0.0038  -0.0119
O  0.0294  0.012  0.0468
O  -0.0874  -0.0498  0.2732
O  0.038  0.0489  0.1202
O  -0.0183  0.0622  -0.0198
O  0.0228  0.0318  0.1595
O  0.2076  0.0144  0.1996
O  0.1673  -0.0559  -0.2241
O  0.0528  0.2964  0.5691
O  0.1089  0.0551  0.2634
O  0.0122  -0.1461  0.3216
O  0.0555  0.0559  0.2264
O  -0.0704  0.0206  -0.1529
O  0.1703  -0.0727  -0.466
O  -0.2001  0.1203  -0.365
O  0.0723  0.1062  -0.2687
O  -0.1201  0.1244  0.4428
O  -0.0219  -0.1567  -0.5015
O  -0.0328  0.2414  0.2816
O  0.1825  -0.1762  -0.3334
O  -0.0877  0.1289  -0.0705
O  -0.0373  -0.0199  -0.1033
O  0.0388  -0.1999  0.2262
O  -0.1954  -0.0964  -0.4116
O  -0.0534  -0.1063  -0.2518
O  -0.0878  0.0996  0.2414
O  -0.0611  -0.0042  -0.0655
O  -0.129  -0.1321  0.2586
O  -0.018  -0.07  -0.0207
O  -0.2988  -0.0623  -0.3293
O  0.1277  0.1508  -0.2092
O  0.0432  -0.0238  0.047
O  0.0089  -0.0063  0.0272
O  -0.0691  0.126  -0.203
O  -0.1033  0.097  0.1297
O  0.1175  0.0102  0.2057
O  -0.1001  -0.1101  -0.2524
O  0.0336  0.0721  0.155
O  -0.004  0.0397  0.1813
O  0.282  -0.1683  0.2518
O  0.1324  0.019  -0.0409
O  -0.0349  -0.1098  0.1716

The program warned: the cutoff lies below the one the program advises for these potential files.
